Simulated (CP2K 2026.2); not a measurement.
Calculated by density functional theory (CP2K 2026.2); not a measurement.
Periodic cell of 504 atoms, Si360O144, from a study of silicon, its oxide and their interface. The atomic structure is a simulated model.
Doubt: the forces sum to 1.12 eV/angstrom along one axis rather than to zero, so they err by at least 0.0022 eV/angstrom per atom on average; the grid cutoff is modest.

Settings: functional PBE; method Gaussian and plane waves; basis set DZVP-MOLOPT-SR-GTH; pseudopotentials GTH-PBE; grid cutoff 350 Ry, relative cutoff 50 Ry; k points Gamma only; occupations fixed; spin none; net charge 0.

Cell vectors (angstrom)
a	16.32	0	0
b	0	16.32	0
c	-5.0362	-5.9986	33.1033

Atoms and the computed forces on them: element, x, y, z (angstrom), force x, y, z (eV/angstrom)
Si	1.659	14.67	0.2	-0.088	0.1	0.759
Si	3.778	1.543	0.21	0.244	-0.099	0.683
Si	1.663	3.851	0.148	-0.202	0.164	0.753
Si	4.413	6.55	0.043	-0.186	0.135	0.755
Si	-3.988	3.833	33.067	0.115	-0.133	0.725
Si	-1.072	6.531	33.074	0.103	-0.251	0.671
Si	6.964	14.739	0.045	-0.104	0.27	0.687
Si	4.757	-4.798	33.099	-0.26	0.132	0.706
Si	6.653	4.375	0.124	0.061	-0.268	0.701
Si	9.373	6.97	0.165	0.117	-0.096	0.642
Si	2.102	3.177	33.092	-0.194	0.191	0.742
Si	9.147	12.483	0.018	0.281	-0.085	0.741
Si	11.993	15.295	0.007	0.079	-0.248	0.805
Si	14.786	1.533	0.188	0.192	-0.13	0.696
Si	12.539	3.734	0.235	-0.054	0.189	0.776
Si	9.462	1.155	32.845	0.422	-0.37	0.653
Si	12.253	9.435	0.029	-0.18	0.272	0.663
Si	15.136	12.012	0.176	-0.046	0.056	0.701
Si	2.683	-0.018	1.527	-0.014	-0.008	-0.034
Si	5.455	2.741	1.35	0.044	-0.03	-0.058
Si	2.784	5.474	1.37	0.007	0	-0.091
Si	5.514	8.141	1.35	0.017	-0.013	-0.094
Si	2.755	10.893	1.218	-0.011	0.009	-0.054
Si	5.449	13.607	1.42	0.02	0.003	-0.048
Si	8.174	0.029	1.275	-0.015	0.015	-0.067
Si	10.896	2.661	1.466	0.006	-0.033	-0.058
Si	8.186	5.459	1.483	0.009	0.014	-0.039
Si	10.859	8.206	1.444	-0.001	-0.001	-0.048
Si	8.105	10.865	1.344	-0.008	0.006	-0.055
Si	10.829	13.636	1.247	0.003	0.011	-0.067
Si	13.582	-0.025	1.429	-0.019	0.002	-0.067
Si	0.045	2.728	1.43	0.003	-0.004	-0.051
Si	13.621	5.511	1.272	-0.006	0.01	-0.048
Si	-0.094	8.147	1.143	-0.022	-0.001	-0.056
Si	13.519	10.878	1.398	0.006	-0.007	-0.033
Si	0.038	13.545	1.446	-0.011	-0.005	-0.059
Si	1.315	1.345	2.834	-0.007	0.011	0.031
Si	4.109	4.089	2.757	-0.015	0.019	0.025
Si	1.312	6.842	2.589	-0.013	0.015	0.006
Si	4.081	9.52	2.618	0.001	0.008	0.005
Si	1.433	12.186	2.738	0.007	-0.033	0.041
Si	4.123	14.972	2.8	0.006	0.001	0.023
Si	6.825	1.37	2.676	-0.01	-0.014	0.011
Si	9.536	4.055	2.768	0	-0.007	0.018
Si	6.82	6.826	2.807	-0.013	0	0.045
Si	9.505	9.587	2.755	0	0.013	0.024
Si	6.753	12.185	2.745	0.015	0.014	0.027
Si	9.498	14.972	2.683	0.025	-0.012	0.031
Si	12.247	1.32	2.828	0.007	-0.003	0.05
Si	14.995	4.167	2.69	-0.019	-0.012	0.038
Si	12.241	6.791	2.713	0.006	-0.015	0.026
Si	14.916	9.455	2.668	0.028	-0.005	0.028
Si	12.188	12.307	2.676	-0.017	0	0.01
Si	14.965	14.929	2.74	0.005	0.006	0.011
Si	-0.043	-0.021	4.139	-0.006	0.018	0.019
Si	2.733	2.729	4.108	0.007	-0.009	-0.011
Si	0.03	5.49	4.056	0	-0.007	-0.003
Si	2.693	8.176	3.983	0.004	-0.013	0.007
Si	0	10.823	4.031	-0.006	0.001	-0.015
Si	2.742	13.583	4.11	-0.024	0.004	-0.011
Si	5.489	0.03	4.098	0.007	0.002	0.01
Si	8.156	2.702	4.092	0.001	-0.015	-0.003
Si	5.445	5.448	4.126	0.022	-0.006	-0.011
Si	8.173	8.203	4.123	-0.018	0.002	0.001
Si	5.392	10.846	4.081	-0.01	-0.002	0.009
Si	8.153	13.587	4.051	-0.004	-0.003	-0.015
Si	10.856	-0.045	4.12	0.004	0.004	-0.009
Si	13.624	2.77	4.069	-0.01	0.011	-0.012
Si	10.894	5.437	4.091	0.009	0.026	0.01
Si	13.597	8.135	4.084	0.003	0.007	0.001
Si	10.878	10.937	4.083	0.005	-0.01	-0.002
Si	13.58	13.591	4.076	-0.001	0.005	0.008
Si	1.367	-1.36	16.323	0	-0.008	-0.009
Si	4.073	1.356	16.311	-0.001	-0.004	-0.004
Si	1.334	4.061	16.325	-0.011	-0.001	0
Si	4.072	6.822	16.286	0.003	-0.002	-0.005
Si	1.345	9.523	16.302	0.012	-0.005	-0.01
Si	4.083	12.275	16.316	0.019	0.002	-0.009
Si	6.802	-1.34	16.343	0.003	0.008	-0.006
Si	9.51	1.348	16.358	-0.018	0.018	0.002
Si	6.826	4.078	16.257	-0.01	-0.001	-0.024
Si	9.529	6.788	16.303	-0.018	0.007	-0.009
Si	6.813	9.53	16.298	0.011	0.006	-0.017
Si	9.524	12.225	16.321	0.004	-0.007	-0.011
Si	12.263	-1.353	16.348	0.012	0.003	0
Si	-1.375	1.342	16.326	0.004	-0.016	-0.007
Si	12.226	4.068	16.336	0.003	-0.007	0.002
Si	-1.378	6.78	16.298	-0.017	-0.004	-0.012
Si	12.254	9.541	16.305	-0.002	0.002	-0.013
Si	-1.36	12.244	16.349	0.006	-0.008	-0.002
Si	2.702	0.016	17.689	0.006	0.03	-0.005
Si	5.482	2.723	17.6	0.02	0.007	0.001
Si	2.667	5.494	17.625	-0.001	0	0.008
Si	5.483	8.141	17.638	0.002	0.014	-0.008
Si	2.725	10.884	17.63	-0.015	0.003	0
Si	5.424	-2.671	17.701	-0.016	-0.028	-0.01
Si	8.154	-0.006	17.748	-0.014	-0.008	0.031
Si	10.86	2.719	17.716	0.001	0.002	-0.006
Si	8.176	5.4	17.647	0.013	-0.01	0.005
Si	10.879	8.184	17.625	0.004	-0.004	0.003
Si	8.145	10.888	17.686	-0.001	-0.017	0.012
Si	10.9	-2.742	17.664	-0.01	-0.012	-0.022
Si	13.618	0.003	17.738	0.01	-0.016	0.018
Si	-0.015	2.67	17.698	0.008	0.005	-0.002
Si	13.613	5.413	17.681	0.003	0.016	0.009
Si	-0.048	8.169	17.642	-0.002	-0.002	-0.004
Si	13.607	10.871	17.716	0.007	-0.007	-0.019
Si	0.017	-2.714	17.693	-0.003	0.001	0.015
Si	1.338	1.325	19.096	-0.044	-0.014	-0.005
Si	4.105	4.128	18.849	0.025	0.007	-0.04
Si	1.261	6.816	19.014	0.014	-0.023	-0.02
Si	4.113	9.522	18.936	0.009	-0.001	-0.032
Si	1.379	12.216	19.022	-0.013	0.008	-0.04
Si	4.073	-1.284	19.069	0.036	-0.023	-0.007
Si	6.786	1.424	19.078	-0.01	0.018	-0.019
Si	9.494	4.078	19.086	0.003	-0.009	-0.006
Si	6.838	6.755	18.991	-0.019	0.025	-0.021
Si	9.506	9.493	19.015	-0.007	0.004	-0.045
Si	6.786	12.28	19.038	-0.005	0.002	-0.026
Si	9.543	-1.439	19.05	-0.027	0.015	-0.024
Si	12.208	1.355	19.078	0.009	-0.001	-0.018
Si	-1.38	4.005	19.058	-0.009	0.001	-0.019
Si	12.255	6.841	18.961	0	0.01	-0.045
Si	-1.365	9.488	19.08	-0.01	0.001	-0.007
Si	12.257	12.254	19.055	0.003	0.002	0.006
Si	-1.291	-1.34	19.1	0.041	-0.004	-0.029
Si	0.058	-0.022	20.598	-0.019	-0.017	0.073
Si	2.747	2.826	20.194	0.003	0.006	0.042
Si	-0.064	5.399	20.409	0	0.01	0.026
Si	2.701	8.207	20.246	-0.007	-0.007	0.049
Si	0.014	10.846	20.412	0.022	0.026	0.043
Si	2.733	-2.699	20.359	0.015	-0.027	0.051
Si	5.355	0.127	20.462	0.003	0.009	0.061
Si	8.173	2.735	20.52	-0.012	-0.023	0.063
Si	5.418	5.431	20.281	-0.013	0.003	0.075
Si	8.196	8.048	20.383	0.026	0.018	0.043
Si	5.422	10.878	20.339	0.008	-0.005	0.029
Si	8.156	-2.732	20.457	-0.011	0.002	0.042
Si	10.898	-0.091	20.408	-0.001	-0.01	0.04
Si	-2.774	2.704	20.474	-0.001	0.025	0.033
Si	10.892	5.513	20.306	0.012	-0.008	0.066
Si	-2.747	8.135	20.429	-0.01	-0.002	0.061
Si	10.869	10.889	20.356	-0.017	-0.022	0.055
Si	-2.668	-2.738	20.411	0.013	0.018	0.072
Si	1.18	-1.764	21.845	0.073	0.342	-0.718
Si	4.156	1.793	21.722	-0.095	-0.358	-0.699
Si	1.678	4.359	21.581	-0.268	-0.108	-0.73
Si	3.832	6.629	21.509	0.159	0.123	-0.761
Si	1.718	9.811	21.64	-0.303	-0.244	-0.667
Si	3.932	12.113	21.668	0.287	0.166	-0.696
Si	7.007	-1.032	21.638	-0.063	-0.179	-0.771
Si	9.346	1.034	21.733	0.07	0.275	-0.723
Si	6.474	3.906	21.702	0.287	0.089	-0.718
Si	9.853	7.035	21.756	-0.241	-0.12	-0.71
Si	6.97	9.625	21.548	-0.278	-0.189	-0.698
Si	9.232	11.87	21.716	0.293	0.425	-0.67
Si	12.531	-1.17	21.739	-0.163	-0.131	-0.721
Si	-1.627	1.14	21.805	0.221	0.102	-0.7
Si	12.317	4.323	21.689	-0.006	-0.173	-0.647
Si	-1.704	6.455	21.71	0.037	0.097	-0.718
Si	11.99	9.343	21.684	0.193	0.097	-0.767
Si	-1.127	-3.927	21.734	-0.185	-0.135	-0.776
Si	2.209	2.566	23.934	0.037	0.063	-0.198
Si	6.269	-4.439	28.638	0.054	-0.011	-0.02
Si	5.619	0.405	30.486	0.051	-0.049	0.029
Si	-2.922	11.068	23.96	-0.013	0.031	-0.186
Si	5.113	8.484	23.71	-0.069	0.107	-0.066
Si	3.766	0.234	26.422	0.164	-0.016	-0.006
Si	10.932	-4.833	30.453	0.011	0.097	0.042
Si	10.38	2.871	23.838	-0.017	0.02	-0.149
Si	-3.377	3.1	30.085	-0.008	-0.023	0.113
Si	-1.006	6.874	24.611	-0.011	-0.016	-0.033
Si	1.65	7.403	25.959	-0.002	-0.075	-0.024
Si	8.479	-4.047	24.479	0.097	-0.066	0.01
Si	-2.726	8.838	25.991	-0.036	-0.043	-0.059
Si	10.13	3.68	29.059	0.03	0.043	0.029
Si	5.927	2.232	26.352	-0.082	-0.054	-0.035
Si	4.714	5.777	28.197	-0.022	0.017	-0.043
Si	11.086	4.054	26.275	-0.014	0.02	0.031
Si	10.519	8.362	26.671	-0.048	-0.081	-0.023
Si	9.83	-1.79	26.106	0.106	-0.004	-0.109
Si	-3.903	-2.273	30.379	-0.009	-0.021	0.033
Si	7.531	4.252	24.509	-0.001	-0.086	0.032
Si	4.022	10.106	28.01	-0.066	-0.042	0.109
Si	-1.149	-1.565	28.902	0	-0.014	0.01
Si	9.482	6.287	24.795	-0.015	0.086	-0.092
Si	9.764	-2.492	29.15	0.055	-0.003	0.14
Si	-0.546	1.656	24.701	0.074	-0.048	-0.175
Si	0.598	-5.576	31.314	0.02	-0.086	-0.027
Si	0.991	-3.916	28.967	0.028	0.049	0.037
Si	5.831	5.205	30.939	0.014	-0.1	0.049
Si	2.478	7.739	28.887	-0.002	0.115	-0.055
Si	5.736	-1.914	26.807	0.107	0.046	-0.089
Si	-1.145	-1.221	25.742	0.015	-0.047	-0.008
Si	2.496	9.714	24.36	-0.019	-0.015	-0.191
Si	6.97	-2.133	30.367	-0.025	-0.042	0.004
Si	5.938	8.01	26.596	0.069	0.052	0.078
Si	12.465	-2.426	24.568	0.048	0.065	-0.031
Si	1.868	-1.644	24.891	-0.076	-0.081	-0.081
Si	0.286	6.337	30.172	-0.084	-0.02	0.217
Si	2.259	-4.342	26.233	-0.039	-0.017	0.015
Si	10.242	6.824	29.294	-0.04	0.001	-0.046
Si	-0.461	4.293	26.162	0.088	0.077	-0.063
Si	3.835	2.129	28.55	0	0.076	-0.002
Si	5.795	-2.879	23.789	-0.03	-0.096	-0.036
Si	-2.047	7.818	28.593	-0.028	-0.088	0.058
Si	1.363	3.472	30.034	0.063	-0.109	0.126
Si	-0.953	1.313	30.139	-0.021	0.008	0.132
Si	2.74	-3.528	31.257	0.102	0.005	-0.079
Si	8.154	7.368	31.125	0.029	0.014	0.124
Si	-4.168	8.871	30.411	-0.064	-0.013	0.074
Si	-2.763	5.055	27.967	-0.089	-0.04	-0.063
Si	2.587	4.673	26.051	0.023	0.031	-0.044
Si	8.112	0.182	27.183	-0.132	0.038	-0.003
Si	8.215	10.151	26.857	-0.18	0.078	-0.035
Si	8.577	1.316	30.027	0.058	-0.102	0.044
Si	1.358	14.94	5.452	0.008	0.001	0.011
Si	4.099	1.368	5.452	0.008	0.003	0.014
Si	1.366	4.108	5.432	-0.007	-0.002	0.007
Si	4.044	6.824	5.407	-0.021	0.007	0.007
Si	1.361	9.502	5.414	0	-0.007	-0.001
Si	4.08	12.223	5.465	0	-0.005	0.014
Si	6.821	14.955	5.439	-0.008	-0.002	0.01
Si	9.512	1.344	5.457	-0.004	0.006	0.012
Si	6.807	4.074	5.458	0.002	0	0.012
Si	9.534	6.812	5.444	0	-0.002	0.012
Si	6.776	9.527	5.458	0.001	0.011	0.013
Si	9.509	12.261	5.449	0.004	0.01	0.006
Si	12.236	14.941	5.464	-0.001	-0.004	0.009
Si	14.943	1.386	5.456	-0.008	0	0.012
Si	12.252	4.087	5.451	0.007	-0.008	0.011
Si	14.972	6.804	5.443	0.001	-0.01	0.012
Si	12.241	9.535	5.416	-0.003	-0.006	0.003
Si	14.961	12.208	5.397	0.005	0.001	-0.005
Si	2.727	-0.004	6.794	-0.003	0.004	0.002
Si	5.445	2.725	6.822	0.006	-0.009	-0.001
Si	2.716	5.462	6.799	0.004	-0.002	-0.002
Si	5.413	8.159	6.796	-0.001	0.004	-0.004
Si	2.705	10.864	6.799	-0.003	0.013	-0.001
Si	5.45	13.599	6.799	0.004	-0.005	0.004
Si	8.162	-0.01	6.821	0.006	-0.008	-0.006
Si	10.882	2.718	6.798	0.006	0	0.002
Si	8.17	5.443	6.801	-0.002	0.005	0.001
Si	10.891	8.176	6.795	0.001	0.001	-0.002
Si	8.148	10.893	6.802	-0.011	0.002	0.003
Si	10.877	13.593	6.823	0.007	-0.002	0.001
Si	13.586	0.01	6.806	-0.014	0.015	0.002
Si	0.008	2.737	6.795	-0.001	0.005	-0.002
Si	13.613	5.444	6.806	0.004	0	0.004
Si	0.009	8.159	6.8	0.006	-0.009	0.002
Si	13.606	10.874	6.788	0.004	-0.008	-0.006
Si	-0.014	13.576	6.786	0.001	-0.003	-0.006
Si	1.365	1.364	8.149	0.006	0.009	-0.003
Si	4.077	4.095	8.16	0	0.002	-0.001
Si	1.358	6.803	8.17	-0.003	0.002	-0.004
Si	4.07	9.519	8.166	-0.004	-0.009	-0.005
Si	1.349	12.23	8.156	0	-0.01	0.005
Si	4.084	-1.362	8.156	0.001	-0.005	-0.002
Si	6.8	1.355	8.173	-0.003	0.001	-0.003
Si	9.525	4.08	8.16	0.001	-0.003	-0.007
Si	6.79	6.8	8.149	-0.008	-0.004	-0.006
Si	9.516	9.526	8.153	-0.004	-0.001	-0.007
Si	6.801	12.247	8.172	0.011	0.011	0
Si	9.525	-1.362	8.179	0.001	0.002	0.006
Si	12.231	1.361	8.17	-0.001	-0.003	0.004
Si	14.966	4.081	8.166	-0.01	-0.008	0
Si	12.247	6.81	8.156	0.01	0.004	-0.003
Si	14.964	9.52	8.154	0.009	0	-0.002
Si	12.246	12.229	8.161	-0.008	0.008	-0.006
Si	14.957	-1.364	8.146	-0.003	0.002	-0.01
Si	0	-0.002	9.505	0.001	0	-0.001
Si	2.719	2.725	9.514	0.001	0.002	0.001
Si	0	5.441	9.527	0.005	0.001	-0.001
Si	2.717	8.162	9.529	-0.002	-0.003	-0.004
Si	-0.005	10.877	9.523	-0.006	-0.002	0.001
Si	2.716	13.598	9.509	0.004	0.004	-0.002
Si	5.438	-0.004	9.526	0.001	0	-0.002
Si	8.164	2.719	9.523	0.003	-0.004	0.001
Si	5.441	5.444	9.523	0.002	0.001	0
Si	8.153	8.163	9.509	-0.005	0.003	-0.004
Si	5.435	10.883	9.519	-0.004	0.006	-0.005
Si	8.163	13.599	9.533	-0.003	-0.001	-0.002
Si	10.879	0.002	9.533	0	0.004	0.002
Si	13.604	2.718	9.519	0.001	0.004	-0.004
Si	10.885	5.444	9.513	0	-0.006	-0.005
Si	13.605	8.164	9.519	0.006	-0.002	0.001
Si	10.879	10.878	9.521	0.007	-0.005	0.001
Si	13.599	13.601	9.517	-0.01	0.001	-0.002
Si	1.359	-1.359	10.871	0.005	-0.003	-0.002
Si	4.077	1.363	10.876	0	0.003	-0.001
Si	1.356	4.076	10.881	-0.001	0.002	0
Si	4.08	6.803	10.883	-0.004	0.004	-0.001
Si	1.355	9.521	10.885	0.008	-0.001	0.005
Si	4.076	12.245	10.875	-0.003	-0.004	-0.003
Si	6.802	-1.36	10.886	0.011	-0.007	0
Si	9.518	1.359	10.888	0.004	-0.001	0
Si	6.8	4.079	10.879	-0.006	0.001	-0.001
Si	9.515	6.799	10.868	0.001	0.001	-0.002
Si	6.801	9.526	10.876	-0.006	0.003	-0.001
Si	9.526	12.24	10.888	-0.005	0.008	-0.001
Si	12.242	-1.36	10.884	-0.005	0.01	0.001
Si	-1.361	1.35	10.876	-0.012	0.004	0.003
Si	12.244	4.081	10.873	0.008	-0.003	0
Si	-1.36	6.802	10.882	-0.004	-0.005	0.005
Si	12.241	9.52	10.878	0	-0.006	-0.003
Si	-1.363	12.241	10.879	0.011	-0.001	-0.001
Si	2.716	0.004	12.235	0.002	0.005	0
Si	5.44	2.717	12.238	0	-0.002	0
Si	2.718	5.438	12.235	0.005	-0.001	0
Si	5.439	8.171	12.236	0.003	0	0.004
Si	2.713	10.891	12.236	0.002	-0.001	-0.003
Si	5.441	13.599	12.238	-0.004	0.001	-0.004
Si	8.164	-0.006	12.249	-0.01	0.008	0.005
Si	10.89	2.716	12.233	-0.002	0.008	0
Si	8.162	5.438	12.237	-0.001	-0.005	0.004
Si	10.878	8.155	12.227	-0.003	0.001	-0.001
Si	8.162	10.882	12.244	0.006	-0.001	0.002
Si	10.881	13.607	12.247	0.008	-0.002	0
Si	13.6	-0.004	12.248	0	-0.013	0.003
Si	-0.006	2.713	12.238	0.008	0	0.005
Si	13.599	5.438	12.236	-0.001	0.004	0.001
Si	-0.002	8.159	12.244	0.001	0.003	0.002
Si	13.597	10.884	12.24	-0.007	0.001	0.003
Si	-0.001	13.603	12.234	-0.007	-0.001	0.002
Si	1.353	1.356	13.602	0	-0.005	0.009
Si	4.074	4.076	13.593	-0.005	0.006	-0.003
Si	1.358	6.792	13.598	0.015	-0.011	0.001
Si	4.08	9.542	13.591	-0.009	0.01	-0.003
Si	1.354	12.247	13.6	0.009	0.005	0.002
Si	4.082	-1.356	13.589	0.004	-0.005	0.004
Si	6.798	1.354	13.598	0.004	0	0.002
Si	9.532	4.072	13.588	0.003	-0.008	0.003
Si	6.798	6.806	13.588	-0.007	0.011	0.008
Si	9.528	9.515	13.591	0.007	-0.01	0.001
Si	6.806	12.25	13.604	-0.002	-0.004	0.003
Si	9.527	-1.358	13.621	-0.005	0.001	0.002
Si	12.235	1.354	13.608	0.001	0.012	0
Si	-1.373	4.069	13.597	-0.008	0.006	0.002
Si	12.235	6.797	13.59	-0.004	-0.004	0
Si	-1.363	9.522	13.599	-0.001	0	0.008
Si	12.244	12.251	13.602	-0.006	-0.004	0.005
Si	-1.358	-1.367	13.605	0.008	-0.001	0.005
Si	-0.003	-0.006	14.966	-0.007	-0.001	-0.003
Si	2.712	2.721	14.959	0.013	0.002	0.003
Si	-0.009	5.424	14.95	0.005	0	0
Si	2.715	8.178	14.935	0	0.002	-0.005
Si	-0.013	10.892	14.961	-0.005	-0.002	-0.003
Si	2.72	-2.707	14.948	-0.001	0.002	0
Si	5.438	-0.005	14.959	-0.009	0.007	0.003
Si	8.185	2.698	14.941	-0.012	0.011	-0.003
Si	5.433	5.444	14.938	0.011	-0.002	0.003
Si	8.168	8.156	14.948	0.002	0.002	-0.004
Si	5.441	10.898	14.96	-0.009	-0.002	-0.002
Si	8.16	-2.712	14.981	0.004	-0.01	0.004
Si	10.886	0.001	14.99	0.002	-0.005	0.009
Si	13.589	2.712	14.971	0.002	0.003	0.004
Si	10.887	5.429	14.952	0.002	0.003	0.005
Si	13.591	8.157	14.948	-0.001	0.003	-0.001
Si	10.885	10.885	14.946	-0.003	0.001	-0.004
Si	13.605	13.599	14.976	-0.005	0.004	0
O	8.157	0.003	22.186	0.033	-0.122	0.275
O	-1.718	11.705	23.087	0.046	-0.016	0.513
O	-0.335	6.15	31.662	0.339	-0.134	-0.193
O	5.384	2.775	22.158	0.094	0.121	0.292
O	1.106	4.253	26.592	0.008	-0.104	0.501
O	10.899	8.226	22.165	0.161	0.037	0.18
O	2.438	-2.074	31.882	0.43	0.457	-0.217
O	9.454	6.34	23.173	0.049	-0.318	0.25
O	-0.773	7.076	29.209	-0.007	0.08	-0.062
O	12.018	8.846	26.34	-0.048	0.143	0.031
O	2.443	-3.54	29.655	0.56	0.26	-0.361
O	3.238	1.636	23.084	-0.102	-0.402	0.41
O	7.659	8.774	31.732	0.303	0.479	-0.562
O	11.195	4.954	32.656	-0.195	0.088	-0.146
O	12.535	10.073	23.028	0.073	0.021	0.221
O	10.528	7.155	27.749	0.198	-0.476	-0.153
O	9.694	9.629	27.244	0.452	0.148	0.336
O	7.028	1.198	30.478	-0.12	0.277	0.177
O	-4.077	-3.879	30.566	0.552	-0.258	0.194
O	1.591	3.656	31.629	-0.293	0.262	-0.046
O	-0.839	-5.268	31.962	-0.477	-0.389	-0.234
O	9.591	-4.172	23.291	0.522	0.135	0.255
O	5.071	0.276	32	0.208	-0.484	-0.099
O	8.158	10.666	21.883	-0.149	-0.251	0.356
O	11.15	2.785	25.261	0.227	-0.411	0.203
O	7.512	11.063	27.997	0.28	0.141	0.357
O	2.709	11.078	21.996	-0.265	-0.05	0.094
O	8.654	-3.33	32.877	0.127	0.136	-0.39
O	4.489	1.219	29.698	-0.222	0.089	0.221
O	3.236	2.054	32.727	0.127	0.03	-0.141
O	8.77	0.494	28.636	0.241	-0.056	-0.141
O	5.107	2.724	27.682	0.352	0.375	0.118
O	1.937	-1.52	23.273	0.317	0.377	0.116
O	0.291	2.284	29.778	0.157	-0.156	-0.415
O	8.056	5.618	25.231	-0.343	0.292	0.733
O	2.731	5.532	22.01	-0.018	0.098	0.215
O	11.453	2.854	29.516	-0.067	-0.488	-0.132
O	-2.281	-3.287	32.823	0.062	-0.137	-0.158
O	0.483	-0.573	32.708	-0.135	0.009	-0.558
O	2.346	6.093	25.303	0.248	0.113	-0.455
O	11.336	3.78	22.881	-0.236	-0.036	0.029
O	3.041	7.64	32.666	-0.144	0.054	-0.315
O	-3.386	3.208	31.691	0.391	-0.385	0.044
O	5.786	-3.302	27.606	-0.3	-0.047	-0.308
O	9.844	-4.052	29.564	-0.255	-0.484	-0.189
O	2.859	9.328	28.849	-0.408	0.186	0.36
O	6.653	-3.669	30.001	0.06	-0.122	0.339
O	3.839	6.891	28.964	0.193	0.339	0.385
O	8.389	2.38	32.739	-0.126	0.21	0.015
O	-4.018	9.291	31.954	-0.217	0.359	0.019
O	4.53	5.711	31.75	-0.413	-0.011	-0.48
O	4.479	-0.985	27.21	-0.282	-0.152	0.551
O	-0.941	7.067	23.013	0.203	0.114	0.083
O	-2.547	-1.964	29.592	0.006	0.013	-0.312
O	1.357	3.571	22.974	-0.524	0.02	0.236
O	5.873	-5.896	32.622	-0.009	-0.057	-0.534
O	3.019	3.477	25.031	0.36	-0.132	-0.108
O	1.126	9.308	31.825	-0.309	-0.459	-0.493
O	0.503	-5.287	29.72	-0.408	-0.582	-0.226
O	6.415	9.072	22.972	0.318	0.065	0.43
O	1.533	9.192	23.153	-0.399	-0.361	0.248
O	6.234	-1.59	22.942	-0.391	0.18	0.181
O	10.169	1.457	23.086	0.311	-0.434	0.479
O	1.579	7.312	30.151	0.253	0.12	0.494
O	6.482	3.954	31.752	-0.132	-0.398	-0.532
O	6.426	3.46	25.405	-0.373	0.297	0.249
O	-3.024	6.644	28.032	-0.36	0.192	-0.328
O	4.19	-4.056	31.74	0.197	0.239	-0.626
O	6.843	-1.835	31.934	-0.3	0.272	-0.06
O	9.554	0.762	31.238	0.251	-0.323	-0.406
O	-2.343	10.184	25.179	0.395	0.182	0.244
O	5.404	4.897	29.398	-0.111	-0.685	-0.222
O	-0.812	5.314	24.956	-0.139	-0.167	-0.404
O	-2.244	7.626	32.746	-0.143	0.104	-0.197
O	1.074	1.637	24.613	0.301	-0.274	0.359
O	1.868	11.083	24.942	-0.329	0.166	-0.328
O	1.643	7.302	27.565	-0.218	-0.037	0.208
O	5.571	7.755	25.057	0.006	-0.397	0.005
O	4.826	8.985	27.208	-0.183	0.016	0.002
O	4.434	7.326	22.832	-0.064	-0.022	0.495
O	-3.813	4.349	26.971	0.132	-0.012	-0.089
O	2.758	3.14	29.242	0.313	0.04	-0.271
O	2.515	8.683	25.59	0.265	0.187	0.443
O	5.87	6.576	27.366	0.397	-0.141	-0.078
O	4.528	-3.594	23.069	-0.106	0.043	0.511
O	7.003	-3.947	23.819	-0.074	-0.602	-0.435
O	3.721	4.94	27.192	0.004	-0.267	-0.075
O	8.867	3.398	24.129	-0.068	-0.263	0.036
O	9.331	-0.245	26.189	0.458	0.422	-0.134
O	6.897	6.399	30.977	-0.073	0.077	-0.248
O	12.487	-4.047	24.534	-0.29	-0.082	0.464
O	1.115	-4.163	27.377	-0.492	-0.095	-0.206
O	-2.407	7.508	25.112	-0.355	-0.165	-0.234
O	4.921	1.132	25.666	0.167	-0.163	-0.301
O	10.657	5.33	25.373	0.495	0.245	-0.177
O	-3.912	-1.546	31.832	-0.17	0.695	-0.213
O	-2.72	-0.017	22.197	0.089	-0.047	0.318
O	-1.362	-1.474	27.313	-0.054	0.032	0.164
O	-0.041	-2.7	29.24	0.135	0.076	0.11
O	5.511	-2.319	25.26	-0.302	0.175	0.001
O	-2.721	8.722	29.736	0.118	0.265	0.207
O	9.667	-2.448	27.561	-0.238	-0.295	0.154
O	-1.144	0.345	25.395	-0.293	0.088	0.253
O	-2.363	-1.926	24.949	0.199	-0.072	-0.198
O	-1.145	1.813	23.206	-0.046	0.627	-0.102
O	3.021	1.19	27.503	-0.457	0.125	-0.041
O	9.766	7.771	25.357	-0.337	0.298	-0.346
O	1.656	-4.521	31.936	0.063	0.056	0.622
O	0.178	7.651	25.372	-0.163	0.413	-0.062
O	0.309	-1.774	25.307	-0.017	-0.403	0.085
O	2.615	-2.908	25.583	0.5	-0.007	0.16
O	8.474	-1.838	29.864	0.052	0.333	-0.098
O	7.343	8.795	26.662	0.186	-0.465	-0.286
O	3.473	11.224	26.981	0.21	0.271	-0.056
O	8.415	11.035	25.509	0.249	-0.325	-0.056
O	11.365	-1.903	25.626	0.198	0.075	0.151
O	-1.278	4.734	27.463	0.266	-0.125	0.384
O	4.07	9.718	23.922	0.296	0.408	-0.053
O	12.013	-1.868	23.115	-0.243	-0.319	-0.025
O	-1.134	1.184	31.743	-0.374	0.327	-0.061
O	8.827	-2.636	25.17	-0.165	0.471	-0.05
O	-2.364	1.928	29.617	-0.278	-0.163	-0.335
O	10.185	5.225	29.547	0.168	0.031	0.462
O	-1.801	8.794	27.327	0.651	0.614	0.038
O	8.889	2.886	29.714	-0.233	0.248	0.221
O	-2.855	5.385	22.237	-0.166	0.192	0.45
O	0.737	4.896	29.582	0.034	0.061	-0.572
O	7.32	1.506	26.735	0.347	0.506	-0.162
O	-0.982	2.867	25.655	-0.518	-0.091	0.251
O	5.89	-1.051	29.797	-0.21	-0.209	-0.331
O	6.868	4.661	23.09	-0.288	0.39	0.25
O	11.39	7.461	30.237	0.061	-0.513	0.461
O	-0.678	-0.127	29.467	0.553	-0.072	0.08
O	9.285	6.738	32.081	0.198	0.267	-0.204
O	10.017	3.705	27.442	-0.429	-0.215	-0.37
O	10.311	-5.112	31.916	-0.134	-0.325	-0.162
O	7.082	-1.074	27.126	0.178	-0.33	0.292
O	-2.873	4.51	29.481	0.224	0.566	0.323
O	11.117	-1.724	29.592	0.097	0.725	-0.297
O	5.056	10.871	28.988	-0.192	0.023	0.406
O	8.832	7.531	29.674	-0.288	0.524	-0.631
O	-0.019	-2.82	22.206	-0.043	-0.054	0.403
O	11.314	10.087	29.752	-0.393	-0.109	-0.667
O	2.664	-0.349	25.423	0.093	0.168	-0.031

Results
total energy: -101655.396 eV
total energy less fixed offsets of O -438.35, Si -107.03 eV per atom: -2.196 eV
